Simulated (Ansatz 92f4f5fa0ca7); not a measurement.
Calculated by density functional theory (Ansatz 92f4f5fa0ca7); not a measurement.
Periodic cell of 252 atoms, Si132O88H32, with a vacuum gap, from a study of silicon, its oxide and their interface. The atomic structure is a simulated model.

Settings
functional: r2SCAN
potential files: Ansatz PAW
basis: plane waves
wave-function cutoff: 800 eV
density cutoff ratio: 5
exchange-correlation grid ratio: 1
k mesh: 1 x 1 x 1, shifted by 0.5 0.5 0 of a step
self-consistency stop: 1e-11 eV per atom in the density residual
occupations: fixed
spin: none
net charge: 0
applied field: sawtooth along c, amplitude -0.015 V/angstrom in the program's sign convention, ramp centred at 0.9888 of c and 0.0225 of c wide, no dipole correction

Cell vectors (angstrom)
a, 10.88, 0, 0
b, 0, 10.88, 0
c, 0, 0, 44.5423

Atoms and the computed forces on them: element, x, y, z (angstrom), force x, y, z (eV/angstrom)
Si, -0.9021, 0.4491, 29.5118, 0.0034, 0.0104, -0.0271
Si, 1.2249, 1.3243, 29.7949, -0.0036, 0.0069, -0.0219
Si, -0.0997, 6.269, 30.4913, 0.0172, -0.0131, -0.0211
Si, 3.0179, 8.1518, 30.7941, 0.0106, 0.0022, -0.0281
Si, 5.4341, -0.5442, 30.4521, -0.0029, 0.013, -0.0346
Si, 8.1978, 2.7896, 30.9575, 0.0027, 0.0006, -0.0228
Si, 5.5609, 3.8774, 29.6416, -0.0087, -0.0007, -0.039
Si, 9.2906, 8.2789, 30.1706, -0.0117, 0.0282, -0.0326
Si, 1.8342, 1.8267, 32.086, -0.0046, -0.0078, -0.0116
Si, 3.8, 3.2434, 32.1334, 0.0211, -0.0139, -0.0193
Si, 1.3216, 7.1118, 32.1028, 0.0016, 0.0231, -0.0114
Si, 4.2591, 9.4501, 32.2596, -0.0123, -0.0089, -0.0116
Si, 6.9443, 1.3714, 32.2975, -0.0031, 0.0332, -0.0257
Si, 9.6494, 4.402, 31.8697, -0.0224, -0.006, -0.0211
Si, 7.0581, 7.0968, 32.654, -0.0025, -0.0116, -0.0208
Si, 8.7298, 8.7855, 32.3959, -0.0019, 0.0028, 0.0088
Si, 0.0713, 2.9069, 33.3139, 0.0164, 0.0143, 0.0128
Si, 2.7491, 0.0283, 33.4118, 0.026, 0.025, 0.0064
Si, -0.163, 8.1947, 33.5471, -0.0159, -0.0434, 0.0024
Si, 2.5589, 5.6713, 33.4959, -0.0075, -0.0295, -0.0132
Si, 5.4135, 2.5198, 33.6439, -0.0107, -0.0146, 0.0002
Si, 8.168, -0.0968, 33.571, -0.0209, -0.0196, 0.0142
Si, 5.4299, 8.2202, 33.8205, 0.0178, 0.0374, -0.0011
Si, 8.2878, 5.3962, 33.591, 0.0347, 0.0118, 0.0111
Si, 1.3201, 4.1828, 34.8651, -0.0193, -0.0083, 0.0265
Si, 4.0305, 1.2583, 34.9988, 0.0245, 0.0194, 0.0076
Si, 1.276, 9.6103, 34.778, 0.0179, 0.0199, 0.0315
Si, 3.9882, 6.8241, 34.9577, 0.0055, -0.0138, 0.0304
Si, 6.7732, 4.0572, 34.831, -0.026, -0.0099, 0.0258
Si, 9.5892, 1.4208, 34.716, 0.0139, 0.0068, 0.031
Si, 6.7954, 9.6105, 35.0762, -0.0322, -0.0118, 0.0106
Si, 9.5659, 6.7675, 35.012, -0.0232, 0.0055, 0.0107
Si, 0.001, 0.1098, 36.1861, -0.0223, -0.0056, 0.1933
Si, 2.6928, 2.7727, 36.2134, 0.0057, -0.0145, 0.1367
Si, 0.0175, 5.4465, 36.3594, 0.0213, -0.0376, 0.1618
Si, 2.6027, 8.2239, 36.2166, 0.0047, 0.0063, 0.2205
Si, 5.3954, 0.0135, 36.4184, -0.0275, 0.0213, 0.1613
Si, 8.1628, 2.7089, 36.16, 0.0003, 0.0112, 0.1998
Si, 5.4196, 5.4457, 36.2179, 0.0126, -0.0351, 0.1862
Si, 8.1713, 8.1884, 36.3056, 0.064, -0.0366, 0.1558
Si, 1.3289, 1.4303, 37.5871, 0.0895, 0.1078, 0.2322
Si, 4.0631, 4.1117, 37.5984, 0.0247, -0.0883, 0.1656
Si, 1.3496, 6.8611, 37.6698, -0.235, -0.0646, 0.3208
Si, 3.9726, 9.5063, 37.64, 0.2036, 0.1613, 0.4916
Si, 6.7961, 1.4476, 37.6286, -0.0266, -0.2701, 0.3108
Si, 9.4814, 4.0641, 37.5997, 0.1131, 0.0239, 0.2538
Si, 6.7534, 6.8314, 37.5882, 0.1649, -0.0813, 0.3835
Si, 9.5209, 9.6267, 37.5868, 0.0478, -0.1647, 0.1689
Si, -0.0124, 2.7603, 6.9461, 0.1015, 0.1056, -0.2434
Si, 2.6498, 0.0468, 6.9181, 0.0707, -0.0001, -0.362
Si, -0.0372, 8.2505, 6.9235, -0.0873, -0.1016, -0.427
Si, 2.7367, 5.4757, 6.9646, -0.1086, -0.1715, -0.1091
Si, 5.4128, 2.7887, 6.956, -0.1643, -0.0475, -0.1794
Si, 8.1639, 0.1109, 6.9356, -0.241, 0.112, -0.2757
Si, 5.3503, 8.1515, 6.9197, 0.0629, 0.3141, -0.3727
Si, 8.1115, 5.463, 6.8764, 0.0035, 0.2086, -0.4483
Si, 1.37, 4.0975, 8.3168, 0.027, -0.0113, -0.1399
Si, 4.0118, 1.3996, 8.2635, -0.0145, 0.0453, -0.165
Si, 1.2874, 9.6099, 8.3059, 0.0315, -0.0019, -0.1941
Si, 4.0716, 6.8045, 8.3751, -0.0722, 0.0612, -0.2031
Si, 6.7481, 4.1934, 8.3009, 0.0185, -0.0491, -0.2112
Si, 9.5006, 1.4881, 8.3513, -0.0471, 0.0352, -0.1828
Si, 6.706, 9.612, 8.1492, -0.0541, 0.0251, -0.1658
Si, 9.4812, 6.828, 8.2006, 0.0429, -0.0341, -0.1515
Si, -0.0222, 0.1269, 9.7023, 0.0102, -0.0002, -0.0329
Si, 2.7193, 2.7171, 9.7262, -0.0245, -0.0119, -0.03
Si, -0.03, 5.4818, 9.5966, -0.0194, -0.0073, -0.0125
Si, 2.6345, 8.1983, 9.608, 0.0055, 0.0062, -0.0275
Si, 5.3843, 0.0557, 9.5817, 0.0228, -0.0204, -0.0136
Si, 8.1433, 2.9343, 9.6748, 0.0152, -0.0044, -0.0227
Si, 5.4676, 5.4974, 9.7921, -0.0005, -0.003, -0.0437
Si, 8.0484, 8.2249, 9.4077, 0.0327, 0.025, -0.0077
Si, 1.3027, 1.4657, 11.1818, 0.0142, 0.0174, -0.0083
Si, 4.202, 3.961, 11.1029, -0.0295, -0.0079, -0.0117
Si, 1.2037, 6.9155, 10.9625, -0.0291, -0.013, 0.0091
Si, 4.0097, 9.5354, 10.9035, 0.0099, 0.0234, 0.0004
Si, 6.7577, 1.4888, 10.8582, -0.0235, -0.0034, -0.0113
Si, 9.4529, 4.3389, 11.1222, 0.023, 0.0102, 0.0029
Si, 6.8734, 7.0004, 11.0027, 0.0278, 0.0295, -0.018
Si, 9.338, 9.5764, 10.7492, -0.029, -0.0329, -0.0029
Si, -0.2014, 2.876, 12.4778, -0.0118, -0.0121, 0.0174
Si, 2.7435, -0.0449, 12.3785, 0.0094, 0.0007, 0.0075
Si, -0.5261, 7.9945, 12.0669, 0.0095, 0.0084, 0.0081
Si, 2.9458, 4.9061, 12.7716, 0.0096, 0.0169, -0.0019
Si, 5.588, 2.6428, 12.5156, 0.0047, -0.0125, 0.0027
Si, 7.9864, 0.0172, 12.0943, 0.013, 0.0221, 0.0282
Si, 5.4453, 8.3077, 12.3068, -0.0236, 0.0197, -0.0027
Si, 8.675, 6.2957, 12.3804, 0.0068, -0.0032, 0.0137
Si, 1.2702, 3.8612, 14.0755, -0.0024, -0.0084, -0.0404
Si, 4.5023, 0.8528, 13.678, -0.0126, 0.0085, -0.0128
Si, 0.4426, 9.3419, 13.7088, -0.0027, -0.0067, -0.0372
Si, 4.2699, 6.0328, 14.2942, -0.0013, -0.002, -0.0363
Si, 6.8006, 4.3354, 14.9128, 0.0033, 0.0088, -0.0314
Si, 9.4975, 1.0627, 13.4678, -0.003, 0.0082, -0.0305
Si, 6.2978, 10.1014, 13.4996, 0.0156, -0.0072, -0.0128
Si, 8.0871, 6.3214, 14.7471, -0.0079, -0.0093, -0.0382
Si, 2.1623, 5.8579, 16.2327, 0.0038, -0.0016, -0.0623
Si, 7.242, -6.8825, 21.1458, -0.0123, -0.0041, -0.057
Si, 11.3956, 2.2268, 16.4904, -0.0042, 0.0081, -0.0585
Si, 4.1133, 1.2303, 15.9917, 0.0024, 0.0023, -0.0586
Si, 8.3438, -0.9214, 21.2329, -0.0078, -0.0027, -0.0753
Si, 4.3717, -7.124, 20.408, -0.0044, -0.0073, -0.0768
Si, 8.4061, 2.0677, 16.2754, -0.0039, 0.0023, -0.0592
Si, -0.8917, 8.1703, 16.0284, -0.0044, -0.0041, -0.0602
Si, 3.0693, 3.3956, 17.5933, -0.0136, 0.0027, -0.0792
Si, 9.6059, -3.1716, 23.1228, -0.007, 0.0008, -0.0606
Si, 6.6386, -0.1991, 17.1386, 0.0178, 0.003, -0.064
Si, 1.6423, -0.0654, 17.4509, 0.0127, 0.0088, -0.0675
Si, -0.8495, -8.1394, 21.6888, 0.003, -0.01, -0.0639
Si, 7.2545, 9.1506, 15.4265, -0.0047, -0.004, -0.0296
Si, 12.567, -3.879, 22.8235, 0.0083, 0.0057, -0.0752
Si, 2.6946, 2.4332, 25.1564, -0.008, 0.0074, -0.0767
Si, 11.9437, -2.7804, 17.9869, -0.0188, -0.0062, -0.077
Si, 11.0966, 0.0236, 20.3243, 0.0217, -0.0079, -0.0694
Si, 7.0723, 6.0252, 23.2095, -0.0013, -0.0091, -0.0803
Si, -5.3143, -12.5603, 19.7745, -0.0026, 0.0238, -0.0711
Si, 6.9271, 0.1782, 25.7009, 0.006, 0.0006, -0.0672
Si, 1.5754, 5.6662, 27.7426, 0.0187, 0.0005, -0.0725
Si, 1.9623, -6.9897, 22.4055, 0.0038, 0.0019, -0.0756
Si, 0.5163, 2.9647, 27.2764, 0.0046, -0.0079, -0.0608
Si, 5.8658, -4.5547, 20.5758, -0.0121, 0.0046, -0.0611
Si, 2.7283, 7.6839, 25.675, -0.0081, 0.0011, -0.0729
Si, 5.6696, 6.6161, 26.0198, 0.0025, -0.0086, -0.0752
Si, -1.5466, -1.1287, 25.1555, 0.0028, -0.0125, -0.0708
Si, 9.311, 0.7759, 27.3507, -0.0093, -0.009, -0.0522
Si, 2.4479, -1.9366, 20.6654, -0.0076, 0.0056, -0.0742
Si, 5.4448, 6.2773, 29.959, 0.0007, -0.0053, -0.0342
Si, -6.5767, 4.1894, 27.1346, -0.0057, 0.0002, -0.0561
Si, 6.5583, -3.0038, 28.6815, -0.0145, -0.0111, -0.0585
Si, 3.7426, 10.6814, 26.023, 0.0076, -0.0019, -0.0624
Si, 2.8907, -0.1287, 29.0736, 0.005, 0.01, -0.0473
Si, 8.5552, 1.0543, 23.4423, 0.0105, 0.0106, -0.0754
O, 1.0688, 2.6635, 28.7879, 0.0054, -0.0164, 0.0382
O, 3.0662, -1.6196, 25.6804, 0.0047, 0.009, 0.0282
O, 4.5716, 3.1823, 30.7146, -0.0208, -0.004, 0.0143
O, 3.4203, 4.8086, 32.3841, 0.0047, 0.0206, 0.0051
O, 0.8789, 5.9897, 29.171, -0.0306, 0.0077, 0.0616
O, -0.8876, 9.7094, 29.7786, 0.0023, -0.0266, 0.0193
O, 2.5988, 9.1844, 29.5467, -0.0027, -0.0151, 0.0304
O, 3.1673, 10.9743, 27.4966, -0.0135, 0.0004, 0.0607
O, 5.9913, -1.5822, 29.3066, -0.0078, 0.0112, 0.0304
O, 2.1338, -5.4089, 22.6378, -0.0026, 0.0037, 0.0228
O, 6.5525, 0.5034, 30.9336, 0.0045, -0.0029, 0.0283
O, 9.0762, 1.5464, 30.3316, -0.0032, 0.0081, 0.0261
O, 5.0129, 3.2471, 28.235, 0.0091, 0.0029, 0.0351
O, 3.9265, 6.9149, 30.1777, -0.0143, 0.008, 0.0145
O, 8.1679, 7.9083, 29.0212, 0.0257, 0.0014, 0.0317
O, 1.1524, 5.0751, 15.21, 0.0008, 0.0116, 0.0295
O, 1.2151, 2.5444, 15.0551, 0.0008, -0.0074, 0.0388
O, 19.6886, -2.0882, 22.2396, 0.0094, -0.0174, 0.0431
O, 3.8932, 2.7993, 16.3256, -0.0092, 0.0116, 0.0342
O, -0.2579, 10.806, 13.8055, 0.0053, -0.0049, 0.0122
O, 0.4074, 8.5295, 15.1197, -0.0064, -0.0082, 0.0475
O, 4.8366, 7.2566, 13.4123, -0.0073, -0.0236, 0.0118
O, 3.2585, 6.6972, 15.3938, -0.0115, 0.004, 0.0342
O, 7.8966, 0.891, 17.3064, -0.0024, -0.0036, 0.024
O, 7.3068, 3.2733, 16.0656, 0.0038, -0.0141, 0.022
O, 8.6588, 1.4122, 14.8231, -0.011, 0.0068, 0.0462
O, 2.1639, 3.0562, 23.7748, 0.0088, -0.0182, 0.0547
O, 12.8445, 6.1105, 12.1788, 0.015, -0.0173, 0.0142
O, 9.4209, 6.6783, 15.6617, 0.0148, 0.0106, 0.0222
O, 7.0218, 7.519, 15.2226, -0.0028, 0.0083, 0.0223
O, 2.9954, 4.9509, 17.2677, 0.0076, -0.0103, 0.0324
O, 1.5242, 2.8252, 17.6314, 0.0098, 0.0039, 0.0334
O, 5.8691, -7.7322, 20.7722, 0.0126, 0.002, 0.0231
O, 3.881, -7.7005, 18.9716, 0.0189, 0.0067, 0.0607
O, 12.7945, -1.6268, 17.2574, -0.0016, -0.0038, 0.0212
O, 1.9863, -1.1903, 13.3185, -0.0088, -0.0094, 0.0087
O, 11.8824, 0.2064, 18.9186, -0.0224, 0.0004, 0.0648
O, 6.639, 3.5146, 13.4871, 0.0078, 0.0159, 0.0126
O, 9.8561, 2.7013, 16.7267, 0.0096, 0.0016, 0.0219
O, 6.1344, -4.0604, 22.1186, 0.0122, -0.0004, 0.0436
O, 7.2651, 1.1808, 24.4361, -0.015, -0.0097, 0.0408
O, 11.0065, -3.6214, 22.4603, -0.0043, 0.0002, 0.0216
O, 6.3669, 6.4554, 31.306, 0.0144, 0.0095, 0.0387
O, 9.6386, -0.7467, 20.2223, -0.0158, -0.0016, 0.0267
O, 5.3612, 5.1019, 15.0984, 0.0014, -0.0024, 0.0114
O, -1.9967, 9.2622, 15.5791, 0.008, -0.0016, 0.0177
O, 0.4336, 3.722, 21.8523, 0.0075, 0.0034, 0.0259
O, 5.8859, -0.8427, 18.4291, -0.0238, -0.0217, 0.0691
O, 5.6984, -3.2928, 19.5905, 0.0013, -0.0155, 0.029
O, 3.273, 0.9342, 24.9631, 0, -0.0079, 0.0291
O, 13.5233, -2.9624, 21.893, -0.0068, -0.0207, 0.0501
O, -4.0241, -1.28, 20.6907, 0.0239, 0.0023, 0.0353
O, -1.0009, -2.542, 24.6117, -0.0014, 0.0149, 0.0403
O, -0.1809, -9.4298, 20.9648, -0.0127, 0.0214, 0.0337
O, 0.5574, -6.2984, 27.0473, -0.0011, 0.0042, 0.0238
O, 3.1593, 3.388, 21.4245, -0.0241, 0.0014, 0.048
O, 6.3131, -3.1748, 27.0588, 0.0092, 0.0132, 0.0538
O, 18.9622, 0.4774, 22.0074, 0.0014, 0.0142, 0.0382
O, -1.2449, 0.0119, 24.0442, 0.0035, -0.0135, 0.0323
O, 1.8536, 7.0486, 26.9091, -0.0116, -0.0157, 0.04
O, 8.7117, -7.5482, 20.8875, 0.0057, -0.0022, 0.0244
O, 5.5746, 0.8038, 16.4748, 0.0067, -0.0061, 0.0255
O, 3.0816, 0.534, 17.0451, -0.0133, -0.0076, 0.0302
O, 12.2719, -0.7725, 21.1623, 0.0006, -0.0015, 0.0275
O, 10.3638, 8.362, 17.6157, 0.0141, 0.0022, 0.0409
O, 7.121, 3.4375, 29.8797, 0.012, -0.0049, 0.0193
O, -3.17, -12.0931, 25.3417, -0.0067, 0.0033, 0.0279
O, -6.3319, -5.5003, 20.4246, 0.0029, 0.0035, 0.0206
O, -5.3734, -5.6641, 26.7958, -0.0019, -0.0066, 0.0309
O, 7.0577, 4.465, 22.7135, 0.0004, 0.0096, 0.0361
O, 1.4805, 2.2861, 26.1903, -0.0159, 0.0058, 0.0374
O, -4.334, 6.3495, 24.6959, -0.019, 0.009, 0.0597
O, 9.3979, -8.477, 23.1544, -0.0102, -0.0105, 0.0335
O, 5.3757, -0.1488, 25.972, -0.0094, -0.0025, 0.0223
O, 1.6025, -2.7589, 19.5117, 0.018, 0.0098, 0.054
O, 3.8367, 3.3923, 25.8113, 0.008, 0.0094, 0.0322
O, 12.16, -4.1662, 17.2409, -0.0043, 0.0124, 0.0324
O, 3.9798, -1.4335, 20.2358, -0.0096, -0.0056, 0.023
O, 1.8712, 7.387, 24.363, 0.0102, 0.0076, 0.0596
O, -0.9186, -0.5081, 26.5197, 0.0012, 0.0189, 0.0491
O, 7.1445, -5.5205, 20.2312, 0.001, -0.0036, 0.0332
O, 3.0356, 4.9415, 27.8321, -0.0067, 0.0031, 0.0222
O, 4.2767, 0.3487, 29.7655, 0.0107, -0.0085, 0.0258
O, 7.7058, 0.8151, 26.9893, 0.0158, 0.0048, 0.0385
O, 9.9476, 13.1426, 27.0131, -0.0001, -0.0052, 0.0211
O, 11.405, -10.277, 16.4993, 0.006, -0.0084, 0.0259
O, -2.2437, 6.4307, 23.1973, 0.0023, 0.0013, 0.0172
O, 4.175, 6.9921, 25.5671, 0.0029, -0.0011, 0.0262
H, 2.1315, 0.5897, 38.5196, -0.2204, 0.309, -0.2869
H, 0.5036, 2.2486, 38.5196, 0.3483, -0.3705, -0.2562
H, 4.8931, 3.2981, 38.5308, -0.4002, 0.2667, -0.2536
H, 3.2529, 4.9449, 38.5308, 0.2649, -0.253, -0.3203
H, 0.5285, 7.6837, 38.6022, 0.2288, -0.3249, -0.2264
H, 2.1719, 6.0398, 38.6022, -0.1244, 0.429, -0.2485
H, 3.1806, 10.3569, 38.5725, 0.2028, -0.3654, -0.2166
H, 4.8012, 8.6914, 38.5725, -0.4663, 0.1132, -0.2167
H, 7.6273, 0.6353, 38.561, -0.3064, 0.3264, -0.2048
H, 5.9617, 2.2566, 38.561, 0.5027, -0.1204, -0.261
H, 8.6682, 4.8945, 38.5321, 0.1501, -0.3238, -0.2889
H, 10.3279, 3.2678, 38.5321, -0.5082, 0.2422, -0.2018
H, 7.5721, 6.0065, 38.5207, -0.3147, 0.2255, -0.2217
H, 5.9069, 7.6278, 38.5207, 0.2739, -0.2877, -0.2951
H, 10.326, 8.7885, 38.5193, -0.1122, 0.4229, -0.2671
H, 8.7013, 10.4507, 38.5193, 0.3171, -0.2817, -0.2997
H, -0.859, 3.5565, 6.0137, 0.3824, -0.1652, 0.302
H, 0.8129, 1.9419, 6.0137, -0.3994, 0.2853, 0.2658
H, 3.4418, -0.8037, 5.9856, -0.2243, 0.2818, 0.2829
H, 1.8472, 0.8874, 5.9856, 0.3012, -0.3939, 0.2311
H, -0.8423, 9.0887, 5.9911, 0.2896, -0.3846, 0.2235
H, 0.7838, 7.4279, 5.9911, -0.1253, 0.3174, 0.2582
H, 3.547, 4.6425, 6.0321, -0.3544, 0.383, 0.2455
H, 1.9144, 6.297, 6.0321, 0.2299, -0.1714, 0.3345
H, 4.5828, 3.6023, 6.0236, 0.3881, -0.3376, 0.2238
H, 6.2472, 1.9797, 6.0236, -0.2833, 0.2848, 0.3055
H, 7.3327, 0.9232, 6.0032, 0.4459, -0.1922, 0.2043
H, 8.9835, -0.7131, 6.0032, -0.2135, 0.3871, 0.3081
H, 6.1967, 7.3551, 5.9873, -0.3205, 0.2368, 0.2973
H, 4.5216, 8.9664, 5.9873, 0.0862, -0.468, 0.2317
H, 8.9246, 4.6326, 5.944, -0.3792, 0.182, 0.2731
H, 7.2928, 6.2879, 5.944, 0.3347, -0.2712, 0.2114

Results
free energy: -135113.876 eV
free energy less fixed offsets of H -15.71, O -570.45, Si -639.56 eV per atom: 10.364 eV

The program warned: the cutoff lies below the one the program advises for these potential files; the forces do not sum to zero within the program's tolerance; empty levels may hold ghost states of the PAW files; the exchange-correlation potential is rough where the density is thin.
